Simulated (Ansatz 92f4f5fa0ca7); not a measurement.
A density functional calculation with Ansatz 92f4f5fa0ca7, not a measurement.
Periodic cell of 222 atoms, Si131O89P2, from a study of silicon, its oxide and their interface. The atomic structure is a simulated model.
Doubt: the cutoff is far below the 930 eV that the study's wrapper takes by default for these files, so forces and energies are approximate.
This geometry differs little from another in the collection (a relaxation step or a small displacement).

Settings
functional: PBE
potential files: Ansatz PAW
basis: plane waves
wave-function cutoff: 580 eV
density cutoff ratio: 5
exchange-correlation grid ratio: 1
k mesh: 1 x 1 x 1, Gamma-centred
self-consistency stop: 5e-08 eV per atom in the density residual
occupations: fixed
spin: none
net charge: 0

Cell vectors (angstrom)
a	10.938	0	0
b	0	10.938	0
c	0	0	32.1988

Atoms: element, x, y, z (angstrom)
Si	10.4823	0.2692	24.8227
Si	5.708	10.6467	24.7263
Si	2.5205	2.941	24.6506
Si	8.3657	2.5707	24.9159
Si	0.3355	5.2337	24.7488
P	5.1008	5.7776	24.79
P	2.9504	8.0686	24.3651
Si	7.9207	8.3944	24.7345
Si	1.3324	1.3599	25.9844
Si	6.8156	1.2896	26.137
Si	4.1327	4.0945	26.0222
Si	9.6582	4.1199	26.1183
Si	1.5036	6.9322	25.9241
Si	6.7782	6.7544	26.0371
Si	4.0489	9.4512	25.9363
Si	9.4504	9.5579	26.147
Si	2.7276	-0.038	27.3105
Si	8.1613	-0.021	27.5529
Si	0.0287	2.6996	27.4636
Si	5.4466	2.7047	27.4161
Si	2.7583	5.4992	27.3797
Si	8.2275	5.4731	27.4082
Si	0.0239	8.186	27.3489
Si	5.4262	8.161	27.4008
Si	4.0666	1.3345	28.7489
Si	9.5806	1.3578	28.8328
Si	1.3882	4.114	28.7687
Si	6.843	4.0888	28.7634
Si	4.096	6.8205	28.8009
Si	9.5925	6.8408	28.7625
Si	1.3674	9.5675	28.7368
Si	6.7797	9.5275	28.8203
Si	0.0172	-0.018	30.153
Si	5.4434	0.0022	30.1533
Si	2.738	2.7312	30.1366
Si	8.2027	2.737	30.1566
Si	0.0072	5.4669	30.1413
Si	5.4792	5.4573	30.1461
Si	2.7256	8.2085	30.1391
Si	8.211	8.1905	30.1467
Si	1.3673	1.3673	31.515
Si	6.8362	1.3673	31.515
Si	4.1018	4.1018	31.515
Si	9.5708	4.1018	31.515
Si	1.3673	6.8362	31.515
Si	6.8362	6.8362	31.515
Si	4.1018	9.5708	31.515
Si	9.5708	9.5708	31.515
Si	2.7345	0	0.6835
Si	8.2035	0	0.6835
Si	0	2.7345	0.6835
Si	5.469	2.7345	0.6835
Si	2.7345	5.469	0.6835
Si	8.2035	5.469	0.6835
Si	0	8.2035	0.6835
Si	5.469	8.2035	0.6835
Si	4.1191	1.3635	2.055
Si	9.5628	1.3617	2.0525
Si	1.3649	4.1244	2.0365
Si	6.8477	4.0874	2.0583
Si	4.1035	6.8304	2.0531
Si	9.5762	6.8392	2.0514
Si	1.3774	9.5552	2.0504
Si	6.8258	9.595	2.0493
Si	-0.0083	-0.0251	3.3888
Si	5.4863	0.018	3.4682
Si	2.7716	2.7887	3.3649
Si	8.1896	2.7034	3.4491
Si	0.0166	5.485	3.4323
Si	5.4813	5.4699	3.4063
Si	2.7644	8.2129	3.4436
Si	8.2043	8.2317	3.3796
Si	1.3855	1.4027	4.6318
Si	6.84	1.3584	4.9057
Si	4.1511	4.095	4.8008
Si	9.5695	4.0941	4.7602
Si	1.4064	6.8426	4.8171
Si	6.8189	6.8981	4.7269
Si	4.1283	9.587	4.8429
Si	9.5514	9.5607	4.7875
Si	2.7404	0.124	6.0553
Si	8.2016	-0.0511	6.2627
Si	0.0201	2.6855	6.0423
Si	5.4699	2.7375	6.2887
Si	2.8099	5.4894	6.1749
Si	8.1669	5.4939	6.0358
Si	0.0055	8.2	6.1533
Si	5.5201	8.2331	6.23
Si	3.8285	1.5875	7.5978
Si	9.8311	1.1532	7.451
Si	1.6217	3.8156	7.3082
Si	6.6426	4.4328	7.4721
Si	4.3957	6.6468	7.5456
Si	9.3543	6.9644	7.4006
Si	1.1347	9.9346	7.2892
Si	7.1498	9.2426	7.6657
O	8.2978	8.0995	7.9183
O	2.7073	2.7495	7.9473
O	9.4519	1.4691	24.3474
O	0.0233	0.0409	7.956
O	5.5168	5.5233	8.0298
O	6.8223	9.5233	24.2066
O	1.4227	4.1003	24.1945
O	3.8491	7.3991	8.935
O	0.815	4.3968	8.604
O	9.8027	6.1843	8.7909
O	2.1142	9.4048	8.4935
O	7.505	3.9463	8.7924
O	4.2575	0.9468	9.0694
O	6.7161	9.5813	9.2179
O	9.1991	1.8701	8.7963
O	7.6523	3.2933	23.6251
O	10.5287	5.8388	23.4165
O	5.1289	0.4478	23.3759
O	5.7606	5.1883	23.3966
O	3.1234	2.2193	23.2845
O	2.0986	9.2059	23.4577
O	8.6435	7.7458	23.4
O	-0.1965	10.4587	23.3955
Si	4.4114	1.5992	22.4741
Si	3.472	7.9647	14.0252
Si	7.0891	1.0044	14.655
Si	0.78	9.5153	22.5215
Si	1.1652	4.3402	11.8776
Si	6.248	9.0088	15.3059
Si	0.6586	1.4003	12.3001
Si	8.5871	5.0143	20.5274
Si	0.3165	5.7342	9.3564
Si	5.0743	3.18	17.933
Si	0.8508	3.7965	16.748
Si	10.3545	2.9088	19.2177
Si	5.2677	1.2112	10.3466
Si	0.8509	0.2567	19.821
Si	6.6303	9.4901	10.8564
Si	9.3092	9.7399	18.3052
Si	9.3759	9.2798	12.5551
Si	6.5303	3.9382	22.6503
Si	2.432	8.0912	9.3774
Si	10.5637	7.419	17.0822
Si	2.4844	6.3396	16.5795
Si	10.1588	4.535	14.1808
Si	6.1124	9.2421	18.5017
Si	7.9612	2.5944	9.5718
Si	8.8616	2.1858	12.4467
Si	5.311	6.3033	18.0642
Si	3.9039	0.6191	19.4604
Si	4.2603	3.8717	12.041
Si	5.5275	6.6337	12.1349
Si	7.9795	2.5578	17.2094
Si	4.3326	2.523	14.9623
Si	1.5083	1.2585	15.2667
Si	1.5552	9.4451	12.0366
Si	8.0336	6.8919	13.8594
Si	10.3544	9.8767	15.4757
Si	9.8396	7.0286	22.55
Si	8.0747	5.5381	17.4231
O	6.0324	7.9902	11.2884
O	5.998	9.2518	16.884
O	7.6536	1.4142	13.1873
O	0.8689	1.7847	13.8702
O	9.4019	6.3028	16.9075
O	6.7442	6.2345	13.1354
O	5.1054	4.716	18.6024
O	9.197	2.205	18.2585
O	2.3443	0.1659	19.0805
O	9.3686	10.2767	16.74
O	2.7725	4.4689	11.6997
O	5.039	10.3817	19.0844
O	9.4041	3.2876	13.4862
O	0.4282	1.8427	19.9388
O	3.1222	1.4114	15.0771
O	8.0987	5.4247	19.041
O	3.8629	6.6537	17.3941
O	4.5577	3.3367	16.3742
O	9.0505	5.7153	14.3145
O	5.4559	2.8174	22.1743
O	10.6475	4.1949	15.6802
O	0.2907	3.9376	18.2765
O	10.3979	10.5967	19.1763
O	9.6294	10.0608	14.0118
O	10.9585	8.1325	22.112
O	1.1555	2.2102	16.5377
O	9.6605	3.7845	20.412
O	8.1016	4.0909	16.6866
O	-0.0564	9.134	11.8916
O	6.5549	2.4686	18.0032
O	5.5673	10.7452	11.1926
O	7.7227	9.6515	18.8311
O	10.009	1.0608	12.0636
O	1.2973	6.9854	9.0668
O	0.611	4.802	13.3475
O	5.6773	7.6831	18.978
O	5.2216	5.1183	11.5155
O	2.6948	7.0242	15.1152
O	0.8983	2.7742	11.4683
O	0.8325	10.7284	15.555
O	2.3952	8.618	10.9097
O	4.6831	2.4626	11.2667
O	4.2273	3.5455	13.6714
O	2.1727	4.7296	16.4959
O	10.6743	8.2895	15.6953
O	6.9121	10.3354	14.6581
O	2.3221	8.9851	13.4211
O	7.9982	1.5807	15.8966
O	4.1118	7.0266	12.8549
O	4.1465	2.0731	18.7156
O	7.2632	4.5398	21.3416
O	8.4027	2.9618	11.0933
O	1.1541	6.9161	17.3593
O	5.6173	1.6046	14.752
O	8.1164	9.7916	11.5763
O	9.2367	6.3381	21.2119
O	8.9402	7.7503	12.8418
O	1.6334	0.1529	11.8832
O	6.617	6.2097	17.0614
O	7.3798	7.847	15.0286
O	1.1497	10.3833	21.2042
O	10.0115	8.2662	18.354
O	3.9666	0.9092	21.0726
O	0.3178	5.3594	10.9258
O	6.6866	1.5983	9.6412
O	4.7595	8.7463	14.6722

Results
free energy: -135405.330 eV
free energy less fixed offsets of O -568.88, P -755.39, Si -635.61 eV per atom: 0.680 eV

Forces (eV/angstrom), in the order of the atoms: element, x, y, z
Si	0.0104	0.0272	0.0258
Si	-0.0016	-0.0009	-0.0015
Si	-0.0041	-0.0073	0.0183
Si	0.0071	0.0107	-0.0299
Si	-0.0048	0.0011	0.0082
P	-0.0164	0.0431	0.1064
P	-0.046	-0.061	-0.0476
Si	-0.0082	-0.0099	-0.0016
Si	-0.0129	-0.0151	-0.019
Si	-0.0139	0.0147	-0.0049
Si	0.0144	0.0088	-0.0054
Si	-0.0017	0.0131	0.0033
Si	0.0114	0.0178	0.0189
Si	-0.0181	-0.0211	0.0081
Si	-0.0274	0.0106	0.0187
Si	0.0161	0.0064	-0.0165
Si	0.0128	0.0038	0.0072
Si	-0.0088	-0.0246	-0.0037
Si	0.0151	0.0133	-0.0087
Si	0.0006	0.0025	0.0058
Si	-0.0047	-0.0029	0.0058
Si	-0.0041	-0.0055	0.0001
Si	0.0097	-0.0076	-0.0118
Si	0.0112	0.0122	0.0052
Si	-0.013	-0.0049	-0.0086
Si	0.0026	0.0054	0.0198
Si	-0.0065	0.0044	0.0135
Si	0.0009	0.0003	-0.0048
Si	-0.0017	-0.0028	0.0037
Si	-0.0007	0.004	-0.008
Si	0.0048	0	-0.0056
Si	-0.019	0.0063	0.015
Si	0.0056	-0.0036	-0.0038
Si	0.0034	-0.0102	-0.0035
Si	0.0104	0.007	-0.0021
Si	-0.0036	0.0002	-0.002
Si	0.0055	-0.004	-0.0042
Si	-0.0001	0.0022	0.003
Si	-0.0049	-0.0009	0.0017
Si	-0.0013	-0.0008	-0.0034
Si	0.0361	0.0207	-0.02
Si	-0.0427	0.0033	-0.0631
Si	0.0657	-0.102	-0.0329
Si	0.0248	0.0694	-0.0286
Si	0.0019	0.0555	-0.0732
Si	0.0811	-0.098	0.0155
Si	-0.1712	-0.041	0.0304
Si	0.0043	-0.0298	0.0029
Si	0.0613	-0.0138	0.1057
Si	-0.0534	0.0669	-0.0866
Si	-0.0637	-0.0037	0.0699
Si	0.0759	-0.0325	0.0162
Si	-0.0342	0.177	-0.1382
Si	0.0664	-0.0667	0.0999
Si	0.0566	-0.1093	-0.0232
Si	-0.0368	0.0507	0.0528
Si	-0.0025	0.0039	0.0008
Si	-0.0017	-0.0019	-0.0012
Si	0.0044	0.0006	0.001
Si	-0.0034	0.0034	0.0008
Si	-0.0022	-0.0009	-0.0015
Si	-0.0015	0.0025	0.0012
Si	-0.0041	0.0025	0.0026
Si	0.0029	0.0001	-0.0006
Si	-0.003	-0.0077	-0.0036
Si	0.0038	-0.0004	0.0062
Si	0.0036	0.0066	-0.0049
Si	-0.0028	-0.0054	0.0031
Si	0.0032	0.0005	0.0003
Si	-0.0017	-0.003	0.0008
Si	0.0035	0.0007	0.0039
Si	-0.001	0.0023	-0.0041
Si	-0.0002	0.0002	0.0027
Si	0.0005	-0.0009	-0.0039
Si	-0.0005	-0.0002	-0.0011
Si	0	0.0006	0.0011
Si	0.0008	-0.0021	-0.0012
Si	-0.002	0.0005	0.0007
Si	-0.0003	-0.0024	-0.0017
Si	0.0023	0.0036	-0.0013
Si	0.0007	-0.0018	0.0026
Si	-0.0015	0.0009	0.0027
Si	0.0007	0.0026	0.0027
Si	0.0008	0.001	0.0016
Si	-0.0007	-0.001	0.0012
Si	0.0001	-0.0003	0.0018
Si	-0.0003	0.001	0.0023
Si	-0.0014	0.0005	0.0013
Si	-0.0027	0.0025	-0.0059
Si	0.0011	0.0006	-0.0055
Si	0.0022	-0.0023	-0.0061
Si	-0.0021	0.0002	-0.0069
Si	0.0006	0.0001	-0.0091
Si	-0.0003	-0.0036	-0.0043
Si	0.0004	0.0014	-0.0048
Si	-0.0014	0.0008	-0.0104
O	0.006	0.0047	0.0023
O	0.0004	0.0028	0.0036
O	-0.0051	-0.0098	0.0093
O	-0.0037	-0.0043	0.0024
O	-0.0009	-0.0017	0.0055
O	0.0092	0.0074	0.0041
O	0.0093	-0.0046	-0.0074
O	-0.0006	0.0014	0.004
O	-0.002	0.0021	0.0042
O	0.0009	-0.0004	0.0024
O	0.0014	-0.0018	0.0032
O	0.0017	-0.0011	0.0043
O	0.0018	-0.0011	0.0045
O	-0.0013	0.0008	0.0075
O	-0.0015	0.0009	0.0029
O	-0.0258	0.0145	-0.0119
O	-0.0104	-0.0112	-0.0001
O	-0.0042	0.0097	-0.0048
O	0.0417	-0.0649	-0.0991
O	-0.001	0	-0.004
O	-0.0955	0.0994	-0.0525
O	-0.0036	0.0119	0.0025
O	0.0418	-0.0321	-0.0783
Si	0.0021	-0.0019	-0.0042
Si	0.0004	0.001	-0.0003
Si	0.0012	-0.0003	0
Si	0.0466	0.0441	0.1086
Si	-0.0007	0.0019	-0.0021
Si	-0.0004	-0.0008	0.0019
Si	-0.0001	0.0001	-0.0014
Si	0.0022	-0.0029	0.0044
Si	-0.0001	-0.0012	-0.005
Si	-0.0007	-0.0001	-0.0022
Si	-0.0014	0	0.0013
Si	0.0022	-0.0014	0.0052
Si	-0.0003	-0.0003	-0.0048
Si	-0.0029	-0.0005	-0.0087
Si	-0.0024	0.0009	-0.0049
Si	0.0007	0.0024	0.0021
Si	-0.0004	0.0006	-0.0012
Si	0.0198	-0.0116	0.0193
Si	0.0003	-0.0002	-0.0055
Si	0	-0.0011	0.0013
Si	0.0004	0.0012	0.0006
Si	0.0001	0.0002	-0.0007
Si	0.0002	-0.0002	0.0002
Si	-0.0001	0.0005	-0.0051
Si	-0.0003	0.0009	-0.0023
Si	0.0005	0.0025	0.0005
Si	-0.0012	-0.0053	-0.0009
Si	-0.0002	-0.0007	-0.0013
Si	0.0002	0.0003	-0.0009
Si	-0.001	-0.0005	-0.0009
Si	-0.0004	0.0007	-0.0006
Si	-0.0009	-0.0003	0
Si	0.0015	-0.0009	-0.0024
Si	-0.0001	0.0008	0.0015
Si	-0.0013	-0.0007	0.0004
Si	-0.0095	-0.0073	-0.0056
Si	0.0008	0.0014	0.0018
O	-0.0005	-0.0017	0.0012
O	0.0005	0.0007	-0.0003
O	-0.0015	-0.0005	0.0016
O	0.0005	0.0002	0.0025
O	0.0002	0.0004	0.0006
O	0.0008	-0.0005	0.0002
O	0.0003	0.0004	0.0017
O	-0.0016	0.0005	-0.0001
O	0.0024	0.0025	-0.0032
O	0.0001	-0.0008	-0.002
O	0.0007	0.0001	0.0001
O	-0.0001	0.0026	0.0012
O	0.0006	0.0011	0.0011
O	-0.0017	0.0022	0.0044
O	0	0.0001	-0.0002
O	-0.0015	-0.0006	0.0034
O	-0.0002	-0.0003	0.0001
O	0.0008	0.0011	0.0011
O	-0.0001	-0.0003	-0.001
O	0.0081	0.0026	0.005
O	0.0015	-0.0005	0.0024
O	-0.0003	-0.0009	0.0007
O	-0.002	-0.0014	-0.0011
O	0.0009	0.0013	0.0023
O	0.006	-0.0171	-0.0109
O	0	0.0005	0.0001
O	-0.0056	0.0051	0.0015
O	0.0002	-0.0018	-0.0003
O	-0.0014	0.0002	0.0006
O	0.0009	0.0009	-0.0002
O	0.0003	-0.0006	0.0009
O	0.0011	0.0005	0.0012
O	0.0002	0	0.0005
O	-0.0001	0.0006	0.0025
O	-0.0014	-0.0001	0.0019
O	-0.0002	-0.0011	0.0001
O	-0.0002	0.001	0.0004
O	-0.0008	-0.0011	0.0011
O	-0.0004	-0.0007	0.0011
O	0.0002	0	-0.0004
O	-0.0009	0.002	0.0039
O	-0.0008	0.0024	0.0022
O	-0.0001	-0.0012	0.0024
O	0.0002	0.0003	0.0006
O	0.0002	0.0004	-0.0006
O	0.0001	0.0006	-0.0005
O	0.0006	-0.0007	0.0013
O	-0.0001	0.0003	0.0009
O	-0.0011	0.0006	0.0008
O	0.002	0.0024	0.0002
O	0.0053	0.007	0.0064
O	0.0006	0.0002	0.0038
O	0.0007	-0.0004	-0.0003
O	-0.0006	0.0003	0.0002
O	0.0022	-0.0001	0.0013
O	-0.0075	-0.0106	-0.0033
O	-0.0005	-0.0005	0
O	-0.0008	0.0004	0.0012
O	0	-0.0002	0
O	-0.0003	0.0007	-0.0001
O	-0.0012	-0.0253	0.0447
O	-0.0007	-0.0003	-0.0001
O	0.0017	0.0059	0.0044
O	0.001	-0.0014	0.0039
O	-0.0006	0.0001	0.0023
O	-0.0001	0	-0.0001

The program warned: the cutoff lies below the one the program advises for these potential files; the forces do not sum to zero within the program's tolerance; the exchange-correlation potential is rough where the density is thin.
